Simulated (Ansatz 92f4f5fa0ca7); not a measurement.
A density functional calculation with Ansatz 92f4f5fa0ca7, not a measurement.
Periodic cell of 226 atoms, Si133O91H2, from a study of silicon, its oxide and their interface. The atomic structure is a simulated model.
Doubt: the cutoff is far below the 930 eV that the study's wrapper takes by default for these files, so forces and energies are approximate.
This geometry differs little from another in the collection (a relaxation step or a small displacement).

Settings
functional: PBE
potential files: Ansatz PAW
basis: plane waves
wave-function cutoff: 580 eV
density cutoff ratio: 5
exchange-correlation grid ratio: 1
k mesh: 1 x 1 x 1, Gamma-centred
self-consistency stop: 5e-08 eV per atom in the density residual
occupations: fixed
spin: none
net charge: 0

Cell vectors (angstrom)
a	10.938	0	0
b	0	10.938	0
c	0	0	32.8205

Atoms and the computed forces on them: element, x, y, z (angstrom), force x, y, z (eV/angstrom)
Si	0.3837	-0.1293	25.1848	-0.0075	0.0097	0.0161
Si	5.3199	0.1549	25.3048	0.0031	-0.0003	0.0057
Si	3.1462	2.4485	25.4671	-0.0132	0.014	0.014
Si	8.1118	3.1008	25.3586	0.0066	-0.0023	0.0037
Si	-0.0922	5.6653	25.6991	0.0102	-0.0041	-0.0062
Si	5.7237	5.179	25.2965	-0.0098	0.0063	0.015
Si	2.5072	8.4175	25.207	0.0055	-0.013	0.0107
Si	8.6335	7.8493	25.3216	-0.0012	0.0022	-0.0098
Si	1.4587	1.3394	26.6832	-0.0003	0.0028	-0.0002
Si	6.9432	1.3677	26.5522	-0.0011	0.0014	0.0035
Si	4.2257	4.0759	26.7454	0.0007	0.0027	-0.0024
Si	9.5658	4.1288	26.8705	0.0049	-0.0046	0.0008
Si	1.4643	6.9558	26.7825	0.0032	-0.0043	-0.0024
Si	6.8802	6.8315	26.5739	-0.0033	-0.006	0.0012
Si	4.1218	9.5314	26.5928	-0.001	-0.0017	0.0025
Si	9.6759	9.6128	26.5229	0.004	0.0021	-0.0003
Si	2.7793	-0.0536	28.0452	0.001	-0.0033	0.002
Si	8.2546	-0.022	27.9589	-0.0016	-0.0028	0.007
Si	0.0389	2.6841	28.0542	-0.0009	-0.0016	0.0041
Si	5.5602	2.665	28.051	0.0036	-0.0024	0.0024
Si	2.7853	5.4567	28.0427	-0.003	-0.0011	0.0055
Si	8.1589	5.5109	28.0962	-0.0031	0.0037	0.0074
Si	-0.002	8.2615	28.0551	-0.004	-0.0002	0.0062
Si	5.4885	8.1757	27.978	-0.0003	0.0011	0.0062
Si	4.1018	1.3673	29.4022	0.2393	-0.2066	0.023
Si	9.5708	1.3673	29.4022	0.0461	-0.333	-0.0838
Si	1.3673	4.1018	29.4022	0.1388	-0.0281	-0.0823
Si	6.8362	4.1018	29.4022	-0.0427	-0.1138	0.3974
Si	4.1018	6.8362	29.4022	0.3234	-0.0112	-0.0223
Si	9.5708	6.8362	29.4022	-0.0222	0.3624	0.163
Si	1.3673	9.5708	29.4022	0.0472	0.1666	0.3553
Si	6.8362	9.5708	29.4022	0.1105	-0.0238	-0.5545
Si	0	0	30.7695	0.0348	0.0367	0.0304
Si	5.469	0	30.7695	-0.0497	0.0727	-0.0183
Si	2.7345	2.7345	30.7695	0.026	0.0675	-0.0164
Si	8.2035	2.7345	30.7695	0.0166	0.1088	-0.0223
Si	0	5.469	30.7695	0.0024	0.0286	-0.0462
Si	5.469	5.469	30.7695	-0.0548	-0.0267	0.0235
Si	2.7345	8.2035	30.7695	-0.0501	0.0352	-0.031
Si	8.2035	8.2035	30.7695	0.0755	0.0237	0.0167
Si	1.3673	1.3673	32.1367	-0.0431	-0.0275	-0.0193
Si	6.8362	1.3673	32.1367	-0.005	-0.0428	-0.0271
Si	4.1018	4.1018	32.1367	0.0219	0.0075	-0.0039
Si	9.5708	4.1018	32.1367	0.0148	-0.0595	-0.0139
Si	1.3673	6.8362	32.1367	0.0342	-0.0111	-0.0249
Si	6.8362	6.8362	32.1367	0.0235	-0.0266	-0.0168
Si	4.1018	9.5708	32.1367	0.058	-0.0404	-0.0273
Si	9.5708	9.5708	32.1367	0.0045	0.0037	-0.0079
Si	2.7345	0	0.6835	-0.0211	0.0366	0.0209
Si	8.2035	0	0.6835	0.0145	0.0251	0.0307
Si	0	2.7345	0.6835	0.0163	0.067	0.02
Si	5.469	2.7345	0.6835	0.0263	0.0001	-0.0026
Si	2.7345	5.469	0.6835	-0.0457	0.0053	0.038
Si	8.2035	5.469	0.6835	-0.0041	0.0309	0.033
Si	0	8.2035	0.6835	-0.0018	-0.0153	-0.0031
Si	5.469	8.2035	0.6835	-0.1017	0.0548	0.0038
Si	4.1018	1.3673	2.0507	0.0387	-0.0052	-0.0017
Si	9.5708	1.3673	2.0507	0.0465	-0.0255	0.0318
Si	1.3673	4.1018	2.0507	-0.0143	-0.084	0.0387
Si	6.8362	4.1018	2.0507	-0.1152	-0.0937	-0.0254
Si	4.1018	6.8362	2.0507	0.1129	0.0026	0.011
Si	9.5708	6.8362	2.0507	0.0155	0.0059	-0.0107
Si	1.3673	9.5708	2.0507	-0.0758	-0.0706	-0.0229
Si	6.8362	9.5708	2.0507	-0.0031	-0.088	0.0232
Si	0	0	3.418	-0.0491	-0.1242	-0.3282
Si	5.469	0	3.418	-0.1077	0.2522	0.1305
Si	2.7345	2.7345	3.418	0.0209	0.1629	-0.0293
Si	8.2035	2.7345	3.418	-0.12	0.1266	0.1945
Si	0	5.469	3.418	-0.2306	-0.0108	0.2655
Si	5.469	5.469	3.418	-0.0497	-0.0483	-0.4419
Si	2.7345	8.2035	3.418	-0.2092	0.0589	0.0893
Si	8.2035	8.2035	3.418	-0.1222	-0.2064	-0.2476
Si	1.3617	1.3495	4.7478	-0.0038	0.0032	0.0005
Si	6.7825	1.4278	4.8153	-0.0011	0.0001	-0.0041
Si	4.0505	4.1904	4.7746	0.0017	0.0023	0.001
Si	9.5237	4.1189	4.8345	0.0006	0.0035	-0.0023
Si	1.3196	6.863	4.8047	0.003	0.0022	-0.0074
Si	6.8607	6.7653	4.7568	-0.004	0.0005	0.0013
Si	4.078	9.5899	4.7804	0.0008	0.0015	-0.0025
Si	9.5123	9.6013	4.7434	-0.0006	0.0021	-0.0024
Si	2.7055	0.0112	6.1739	0.0008	-0.0067	-0.0069
Si	8.0995	-0.0314	6.1283	0.0034	0.0008	0.0059
Si	-0.076	2.6461	6.0959	0.0049	-0.0013	0.003
Si	5.4253	2.8816	6.1645	-0.0012	-0.0046	-0.0007
Si	2.6437	5.4974	6.209	0.0044	-0.0025	0.0048
Si	8.1192	5.4284	6.3005	0.0033	-0.0006	-0.005
Si	-0.126	8.2049	6.1217	-0.0017	-0.0025	0.0002
Si	5.4132	8.0984	6.0079	0.0004	-0.0009	0.003
Si	3.8171	1.731	7.3758	0.0104	0	0.0001
Si	9.6867	1.0725	7.4417	-0.0063	0.0008	-0.0081
Si	1.4757	3.801	7.3893	-0.0073	0.0054	-0.0125
Si	6.4279	4.4296	7.7296	-0.0001	-0.004	0.0104
Si	4.2201	6.7255	7.5012	-0.0066	0.0028	-0.0113
Si	9.2416	7.0845	7.5386	0.0059	-0.004	-0.0003
Si	1.0141	9.8109	7.3739	0.005	-0.0049	0.0097
Si	6.9263	9.2388	7.3271	-0.0053	0.0058	-0.0105
O	9.7548	6.6835	25.0077	0.003	-0.0012	0.0014
O	4.2075	1.3099	24.9329	0.0089	-0.0105	-0.0073
O	8.0885	8.2164	7.9563	0.0029	-0.0003	0.0085
O	2.6444	2.7585	7.9496	-0.0006	0.0013	0.011
O	6.9116	4.1173	24.8062	0.0025	-0.0014	-0.0072
O	1.4316	9.5958	24.7	-0.0007	-0.0011	-0.0077
O	5.3142	5.6132	8.0338	0.0008	-0.003	0.004
O	-0.085	-0.0083	7.8881	-0.0009	-0.0001	0.0054
O	6.7978	3.9287	9.2714	0.0025	0.0019	0.0016
O	5.8909	9.8104	8.4808	-0.0002	-0.0026	0.0022
O	9.8659	6.4258	8.9413	0.0001	-0.0001	0.0036
O	1.5327	9.1125	8.7562	-0.0012	0.0001	-0.0035
O	4.7434	1.2966	8.6721	-0.0003	-0.0004	0.0026
O	0.5829	4.3265	8.6691	0.0007	-0.0019	0.0047
O	8.9279	1.5986	8.8176	0.0005	0.0013	0.0082
O	3.7055	7.5699	8.8396	0	0.0007	0.0028
O	8.1984	8.2418	23.7928	0.0039	-0.0011	0.0062
O	9.1078	2.7351	24.1045	0.0016	-0.0004	0.0034
O	4.8791	5.6779	23.9691	-0.0023	0.001	-0.0044
O	2.6686	3.0969	24.0496	-0.0069	0.0075	-0.006
O	10.8688	0.7784	23.8638	-0.0024	0.0045	-0.0038
O	0.7644	4.9323	24.5315	-0.0009	0.0011	0.0003
O	3.0549	7.6082	23.8618	0.0003	0.0007	0.0006
O	5.7754	10.3674	23.8906	0.0007	0.0012	-0.005
Si	6.197	-0.4345	22.3186	-0.0012	-0.0049	-0.0002
Si	4.3995	10.2312	19.8608	0.0012	0.005	-0.0072
Si	2.5815	14.0923	16.3373	0.0011	-0.0019	0.001
Si	12.7524	5.7881	16.5217	0.0015	-0.0055	0.0008
Si	5.1705	-0.0488	9.4536	-0.0054	0.0009	0.0015
Si	6.6823	8.3278	15.9478	0.0017	-0.0012	0.0023
Si	2.9278	5.03	14.0652	-0.0003	-0.0017	0.0065
Si	-3.2492	4.2997	16.009	0.0012	-0.0014	0.0005
Si	17.107	10.9574	17.3239	0.0005	0	-0.0025
Si	6.7148	6.1346	18.1211	-0.0018	-0.0036	-0.0041
Si	7.3161	4.2104	10.8086	0.0011	-0.0026	-0.004
Si	1.4754	10.2406	19.3509	0.0016	0.002	-0.0106
Si	11.5803	4.4488	12.4182	-0.0038	0.0012	-0.002
Si	8.7142	12.3401	16.5536	0.0006	0.0014	0.0019
Si	5.6648	3.7482	13.5469	0.0027	-0.0017	0.0042
Si	9.2091	8.0883	14.0646	-0.0002	-0.0009	0.0012
Si	-0.7976	10.9642	14.3353	0.0011	0.0003	0.0042
Si	7.3665	10.3011	11.3822	-0.0014	0.0022	-0.0019
Si	9.6856	10.1235	20.3258	0.0015	0.0021	-0.0029
Si	8.3772	8.4819	22.2107	-0.0058	-0.0011	0.0031
Si	-0.6707	2.1289	23.1223	0.003	-0.0003	-0.0007
Si	5.5328	8.9688	13.195	0.0032	-0.0004	0.0026
Si	8.1225	12.3966	21.0214	0.0019	0.0081	0.0013
Si	0.6199	11.6367	16.8186	-0.0006	0.0043	-0.0025
Si	11.135	5.6108	9.5889	0.0008	0.0019	-0.0009
Si	4.2831	7.0156	20.0406	0.0023	-0.0037	-0.002
Si	3.7035	6.3328	23.0339	-0.0018	-0.0038	-0.0026
Si	-0.7059	5.547	14.9012	-0.0017	0.0008	0.0044
Si	1.3884	7.1209	19.1293	0.0033	-0.0028	-0.0066
Si	3.0473	9.97	11.536	-0.0016	-0.0018	-0.0084
Si	-1.6226	7.2329	19.7323	-0.0049	-0.0028	-0.0043
Si	2.3006	7.9626	9.5959	-0.0012	-0.0025	-0.0026
Si	1.607	4.1353	23.4169	-0.0034	0.0039	0.0113
Si	4.478	12.4069	15.1869	0	-0.0017	0.0036
Si	11.6974	12.3325	11.9853	0.0029	0	-0.0005
Si	7.3724	7.3544	11.6476	0.0025	-0.0013	-0.0005
Si	9.1979	1.6874	10.431	-0.0049	0.0032	-0.0071
O	7.498	5.8739	10.9249	-0.0006	0.0003	0.0006
O	6.6634	4.1465	14.7618	-0.0014	-0.0002	-0.0005
O	10.8251	6.5421	19.5639	-0.0008	0.0003	0.0041
O	2.8852	10.831	19.8676	0.0021	-0.0026	0.0044
O	7.6579	8.7685	10.7896	0.0004	-0.003	0.0007
O	-2.461	0.2272	19.9947	0.0001	0.0003	0.0028
O	2.3611	8.539	11.1359	-0.0004	0.0053	0.0063
O	4.454	4.8501	13.5532	0.0009	-0.0008	-0.0016
O	15.0159	2.5075	16.4044	0.001	0.0009	0
O	6.9563	4.6423	17.4475	0.0009	0.001	0.0031
O	5.5547	8.5818	14.7778	-0.0001	0.001	0.0007
O	0.4157	10.8425	15.4116	-0.0001	-0.0009	0.0007
O	8.1645	8.2862	15.289	-0.0024	-0.0001	0.0005
O	8.5935	13.9135	16.2175	-0.0008	-0.0005	0.001
O	7.4316	11.9773	17.4922	0.0014	0.0005	0.0032
O	8.4999	7.3305	12.8164	0.0002	0.0026	0.0024
O	5.8651	7.6125	12.2949	-0.001	0.0009	0.0018
O	9.4825	-2.1131	19.3336	0.0004	0.0002	0.0041
O	2.5196	15.4381	17.2739	-0.0002	0.0006	0.0033
O	-4.623	6.9856	16.7795	0.0007	0.0026	0.002
O	12.3047	10.5715	17.7703	0	-0.0019	0.0079
O	-2.7776	6.5723	18.7807	0.0021	0.0016	0.004
O	12.3828	8.6507	19.6236	-0.0004	0.0009	0.0051
O	6.3275	3.7875	12.0511	-0.0019	0.0004	0.0022
O	11.2961	5.2089	16.0691	0.0003	0.0008	0
O	0.4951	3.2009	22.6658	0.0023	0.001	0.0054
O	13.7033	6.4363	19.7174	0.0002	0.0004	0.0045
O	-8.9302	11.2116	11.9534	-0.001	0.0012	0.0002
O	2.7395	6.1987	15.2165	0.0012	0.0017	-0.0012
O	16.4163	11.3606	15.9072	-0.0008	-0.0013	0.0022
O	8.5974	3.1443	10.9502	0.0001	-0.0005	0.0012
O	10.6701	11.9785	13.189	-0.0001	-0.0017	-0.0005
O	-1.3817	9.5844	21.8815	0.0001	0.0003	0.0036
O	5.4773	6.2166	19.2103	0.0004	0.001	0.0034
O	-6.0158	10.6633	21.3338	0.0024	-0.001	0.005
O	1.2565	13.8715	12.2191	0.0012	0.0001	-0.0011
O	10.8209	1.5025	10.6114	0.0019	-0.0019	0.0017
O	1.4337	13.0364	16.7429	0.0005	-0.002	0.0025
O	8.8104	11.5343	15.1175	0.0001	-0.0001	0.0007
O	5.1379	13.1681	13.8859	0.0006	0.0032	0.0007
O	3.8066	10.361	10.1536	0.0006	0.0028	0.0056
O	6.2309	0.2579	10.6235	0.0003	0	0.0013
O	6.9406	9.1412	21.7812	0.0025	0.004	0.0058
O	-2.1992	5.4445	15.5275	0.0005	-0.0011	0.0009
O	9.5434	1.8268	21.7139	-0.0106	-0.0043	-0.0018
O	4.4411	6.8285	21.6616	0.0023	0.0015	-0.0015
O	5.2372	10.9781	18.6593	-0.0011	-0.0031	0.0055
O	8.6289	0.3809	11.2713	0.0013	-0.0023	0.0037
O	0.1947	10.8519	20.144	-0.001	0.0002	0.0051
O	6.7627	10.0416	12.8958	-0.0025	-0.0033	0.0031
O	8.7521	7.1648	21.2926	0.002	-0.0004	0.0033
O	-0.865	1.0943	17.3972	0.0014	-0.0012	0.0032
O	4.4265	8.605	19.6422	0	0.0009	0.0044
O	10.845	5.0555	11.0896	0.0017	-0.0036	0.0076
O	10.4438	7.1186	14.4929	0.0019	-0.0003	-0.0014
O	7.4598	2.7265	20.2539	0.0072	-0.0057	0.0177
O	4.1016	9.6612	12.7594	0.0033	-0.0015	0.0034
O	1.9524	5.36	12.7977	0.0007	0.0007	-0.0019
O	1.4779	6.5824	9.645	0.0002	0.002	-0.0012
O	6.7195	9.4583	17.1054	-0.0003	-0.0005	-0.0002
O	7.1316	11.8355	22.2031	0.0036	0.0012	-0.0028
O	2.5139	5.2548	22.6242	0.0008	-0.0003	0.0049
O	-1.1204	9.5343	13.6324	-0.0005	-0.0017	-0.001
O	13.3362	14.5736	14.7675	0.0014	0.0012	-0.0019
O	1.5752	7.0464	17.5052	-0.0008	0.0014	0.0048
O	10.4654	4.5436	13.6226	-0.0004	0.0002	0.0017
H	7.2929	2.6308	19.3023	-0.0013	-0.0002	-0.0095
O	3.1315	11.6135	14.7484	0.0014	-0.0013	-0.005
H	2.907	11.5135	13.811	0.0002	0.0005	0.0051

Results
free energy: -136335.373 eV
free energy less fixed offsets of H -15.97, O -568.88, Si -635.61 eV per atom: 0.777 eV

The program warned: the cutoff lies below the one the program advises for these potential files; the forces do not sum to zero within the program's tolerance; the exchange-correlation potential is rough where the density is thin.
